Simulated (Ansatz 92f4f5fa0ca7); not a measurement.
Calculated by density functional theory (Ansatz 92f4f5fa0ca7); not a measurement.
Periodic cell of 149 atoms, Si88O55N6, from a study of silicon, its oxide and their interface. The atomic structure is a simulated model.

Settings: functional r2SCAN; potential files Ansatz norm-conserving; basis plane waves; wave-function cutoff 1300 eV; density cutoff ratio 4; exchange-correlation grid ratio 1; k mesh 2 x 2 x 1, shifted by 0.5 0.5 0.5 of a step; self-consistency stop 5e-08 eV per atom in the density residual; occupations Fermi-Dirac, 0.05 eV; spin none; net charge 0.

Cell vectors (angstrom)
a 10.88 0 0
b 0 10.88 0
c 0 0 20.9377

Atoms and the computed forces on them: element, x, y, z (angstrom), force x, y, z (eV/angstrom)
Si 0.9636 -0.3169 -0.0567 0.8304 1.3695 -2.8086
Si 3.19 2.1014 0.2533 2.5945 3.3359 -1.7436
Si -0.0834 5.9958 -0.5407 -0.7426 2.0988 -0.8423
Si 2.6583 8.8004 -0.1 -1.2347 0.9926 -1.515
Si 4.837 0.6403 -0.4097 0.9771 -2.27 2.297
Si 7.669 3.4021 -0.7341 3.5511 4.5056 -5.6188
Si 6.0243 5.8497 -0.4231 -1.185 1.354 -3.1614
Si 9.0351 7.8861 0.0318 -0.1977 0.531 -2.3138
Si 1.3143 1.5735 1.0763 -0.3451 -1.3164 3.124
Si 4.4316 4.1433 0.9315 -1.7184 -3.3714 3.1015
Si 1.7253 6.9313 1.1815 1.0449 -1.5443 -2.693
Si 4.0089 9.7675 1.5138 0.6341 0.361 -1.2682
Si 7.0827 1.7699 1.0913 0.5874 -3.4305 2.0868
Si 9.609 4.2085 0.6086 0.0233 1.1244 0.2254
Si 7.1187 7.083 1.0421 0.1327 0.9162 3.1571
Si 10.3722 9.5419 1.2804 -4.106 0.8242 -1.083
Si 0.2317 3.2907 2.1636 -1.0295 -2.1237 -0.004
Si 2.6587 0.2224 2.8603 -1.4455 -0.0512 -0.627
Si 0.5111 8.0983 2.573 -1.7128 -0.7782 1.4962
Si 3.3026 5.5422 2.3842 -1.4488 0.0929 0.4074
Si 5.8617 2.5166 2.7864 -1.9452 0.1745 0.3542
Si 8.859 0.3388 2.5098 -1.1568 -1.3236 -1.5221
Si 5.5279 8.3298 2.5613 2.0365 0.4595 -0.2228
Si 8.6007 5.7775 2.478 -2.2646 -2.1253 -1.5309
Si 1.6511 4.1055 3.7123 1.1707 1.6266 -0.488
Si 4.5818 0.9108 4.0395 -1.0468 2.1144 0.706
Si 0.9668 9.6679 4.0194 2.5778 1.7808 1.6835
Si 4.5399 6.805 3.9878 -1.1104 -0.5799 -0.725
Si 7.0534 4.1166 3.8602 1.8025 0.1249 0.1286
Si 10.0287 1.54 3.9567 1.6545 0.0448 -1.0621
Si 7.1586 9.8214 4.1933 -0.1598 -1.3427 -0.2214
Si 9.7034 6.9706 4.0257 0.9378 0.2214 -0.3714
Si -0.3155 0.0253 5.7825 0.5648 -0.0651 -0.6822
Si 2.9793 2.7618 5.0421 -0.0743 -1.2266 1.308
Si 0.213 5.4328 5.0184 1.3819 0.6307 0.6474
Si 3.0762 8.5244 4.6718 -1.0157 0.0668 1.0546
Si 4.9493 -1.0885 5.1165 0.6253 0.7849 0.899
Si 8.546 2.6127 5.0862 -1.9381 2.3194 1.7104
Si 5.3641 4.9988 5.1886 -0.6322 -0.9768 -0.804
Si 7.9583 7.6468 5.4345 -0.407 1.842 0.3334
Si 1.3155 1.7351 6.5902 0.759 -0.6561 -3.5902
Si 3.8854 4.0967 6.8705 -0.8956 -0.5257 -0.7154
Si 2.0889 6.9508 6.6035 -0.9235 -1.3538 0.691
Si 3.0643 8.9351 7.3259 0.6707 1.2284 -0.2932
Si 6.793 1.3497 6.198 0.1392 0.5988 -0.1891
Si 9.8851 4.2162 6.5091 -0.2662 -2.012 1.6208
Si 6.1105 6.3292 6.6892 0.4315 2.3611 0.5496
Si 9.0141 8.7112 7.3138 0.8182 0.1736 -0.2482
Si 0.2253 2.5633 8.2493 -3.3741 1.4761 2.375
Si 2.4048 0.2782 7.7525 0.3739 -1.1486 1.4902
Si 0.5769 8.1302 8.339 -1.0171 -1.5218 0.164
Si 2.6455 5.1153 9.0271 -1.3065 -1.979 -1.6818
Si 5.667 3.0651 7.9642 0.9783 -0.3869 -2.1292
Si 8.1255 0.0105 7.5525 -1.2652 -1.1536 0.9185
Si 4.1975 7.0465 8.0293 0.7355 0.5466 -2.1327
Si 7.05 4.0076 9.6711 -1.0855 -2.3722 0.3814
Si 2.036 3.4427 10.7461 -1.7316 -0.1971 -2.0327
Si 4.0015 1.0917 9.2723 -0.9154 -1.4941 0.9939
Si 0.3329 10.0793 9.4543 -0.0139 3.1471 -0.2061
Si 4.3444 6.5849 10.9864 2.3123 2.0108 -1.9866
Si 7.4438 5.7558 8.3651 3.6532 -1.8826 -2.1592
Si 9.009 1.3329 9.2038 0.1613 1.2755 0.2015
Si 6.6629 9.6871 9.5243 1.5088 0.0105 -1.9719
Si 7.3737 7.4128 9.8076 -1.3815 2.3122 0.9035
Si -6.2848 -4.5781 14.0662 -0.9935 -3.3599 0.9211
Si 4.7702 1.3926 12.8856 -3.5605 -2.3052 0.3024
Si -3.2849 3.1648 14.2412 0.086 3.258 2.3006
Si 5.376 10.2417 11.2758 -0.9982 -2.4699 0.074
Si 6.2574 8.318 13.3846 -4.1141 5.0892 0.2304
Si 10.3249 0.5909 11.9865 -0.8722 -1.3159 0.1297
Si 0.3761 7.2688 13.2689 0.8733 -2.0743 1.5375
Si -1.5954 -3.4847 18.2348 -0.5634 -6.7024 5.3413
Si 13.1612 0.3491 11.3925 4.0247 3.5462 2.5582
Si 9.2061 9.1753 13.7094 -5.9409 -3.1232 7.2496
Si 1.6273 8.1965 11.2508 5.3938 2.7543 0.4167
Si 15.651 8.2656 15.84 2.6755 0.0923 2.5643
Si -1.0881 13.5045 13.9128 0.752 2.6288 1.2254
Si 0.4177 4.7319 12.1029 3.9184 -3.1344 -0.5174
Si 10.6319 1.6833 16.8611 -3.1356 4.8627 1.7852
Si 6.3029 1.8004 15.4365 -2.5486 -1.2955 3.6186
Si 5.2773 14.9492 12.4112 2.8081 4.9222 -3.5535
Si 6.3793 6.3718 17.9084 3.7897 2.5888 -4.2528
Si -2.8631 1.1154 18.0944 -1.1552 1.4198 -1.4977
Si 5.7971 4.3962 16.0313 -2.4309 0.0856 1.8248
Si 1.9413 12.6558 18.5759 1.3201 -1.0564 -0.3043
Si 3.7442 10.0624 18.2588 -4.9991 -0.5905 -3.9542
Si 9.3512 9.9514 16.843 -1.3226 -1.7868 -2.7094
Si 10.2057 7.0053 11.2725 -1.6218 0.3217 -3.6276
O 2.6691 2.7942 -1.203 -0.9854 -1.5379 -2.8237
O 0.8933 0.7319 19.1755 -0.8747 -2.8844 4.0219
O 7.1932 0.9961 16.6591 -1.7939 0.6956 -1.1949
O 4.8238 -0.2619 19.1889 3.2213 0.9069 1.7732
O -0.0566 6.4364 18.6467 -2.6536 0.8456 2.5686
O -2.2993 9.9087 15.2791 2.6379 -1.279 -0.5276
O 4.6505 15.7772 20.4866 1.3784 1.9512 -0.6533
O 2.7232 9.0505 19.0881 1.1751 -0.3478 1.8936
O 2.9971 0.6021 17.7132 -0.9698 1.3873 1.619
O 7.3022 2.3142 -1.8416 -0.0764 -2.413 -0.7691
O 6.4296 0.6911 0.0284 -0.5955 -0.1192 0.0258
O 9.569 8.395 17.2331 4.0355 6.865 -7.0566
O 6.6863 3.1703 21.3042 -3.2317 0.1483 3.8348
O 8.4239 8.2574 19.3187 2.2311 -1.0413 4.3457
O 16.7968 7.0531 -1.6832 -1.4155 -0.6638 2.4208
O 2.7766 1.7425 10.4074 -0.2685 0.9898 0.8329
O 5.3104 2.0631 9.2039 -2.1076 -1.5063 0.2883
O 5.4208 2.8973 16.4873 1.3977 -2.2486 -2.6765
N 4.1076 -0.2929 10.2499 -0.2011 0.71 -0.9219
O 3.3434 7.9437 10.9674 -2.3616 -2.4672 -0.1559
N 1.4007 10.0325 10.7958 -1.3643 -5.9371 0.3572
O 7.8036 2.5279 9.7362 2.5735 -0.8621 0.2405
N 4.1148 5.9079 9.2956 0.5459 1.4471 3.0989
N 9.6714 0.0674 10.3654 1.7611 1.2258 0.6568
O 11.4832 2.9598 9.8625 0.9573 0.3557 -1.1094
O 3.4273 11.1268 12.6658 -0.5594 2.7209 -1.0156
N 4.4565 16.5418 12.4224 -1.0496 -0.3507 0.326
N 11.5453 7.2989 10.1759 -0.2793 1.7821 -0.3549
O 8.7379 7.5153 10.6872 1.9721 -0.566 1.5459
O 5.0033 1.1687 14.4499 2.4575 1.3152 1.8683
O 6.0972 6.8523 13.8905 1.0332 -1.0816 -0.8418
O 8.1807 6.4411 17.6428 -3.8544 -2.3269 0.1231
O -0.7025 7.7691 14.4028 -0.9457 1.5395 -2.1045
O 4.026 9.2076 16.887 0.1754 0.9286 1.0349
O 6.0423 17.897 10.7387 -1.0161 -0.4006 0.2194
O 5.9461 11.5092 12.0679 0.4026 2.2271 0.885
O 4.2392 2.9556 12.415 -1.6593 -5.159 1.1898
O 4.7428 4.8194 14.7975 -0.4524 0.5298 0.34
O 10.7528 3.7756 13.1699 -3.5318 -4.4244 2.6516
O 9.189 1.5378 12.829 2.581 -0.6036 -0.8461
O -3.7599 4.6164 15.2027 3.0478 -1.9751 -0.2025
O 0.9596 12.1395 12.0968 -0.8304 -1.1384 0.0073
O 8.8319 -5.9477 7.5141 -1.8381 1.9976 1.3218
O -2.3813 -0.4955 18.1325 -1.4697 3.2448 1.0913
O 4.9549 -1.9021 12.2825 4.3488 -0.6892 1.682
O 7.6095 -1.9062 12.9053 4.7277 -0.1407 1.0316
O 10.3174 5.3958 11.0976 -2.6565 -0.4658 -0.5246
O 9.2103 2.136 17.8539 3.8526 -0.9082 -2.453
O 3.7625 7.146 15.244 0.1528 -0.3296 -2.5708
O 5.8962 4.1486 10.7997 -0.1294 0.219 0.932
O 16.9518 18.3302 16.5175 -1.2325 -1.692 2.8072
O 1.2084 5.6672 13.0999 -0.9973 4.5952 1.3106
O -0.3552 13.3264 15.4256 -0.8994 -1.0683 -2.3991
O 1.7486 8.0764 13.0239 -0.9179 1.3031 -2.6215
O -0.31 0.1514 16.8384 0.5077 -3.4239 -1.3071
O 7.0626 4.9739 19.6704 2.8303 -3.3037 0.5721
O 10.1794 -0.7268 13.1692 3.5979 3.8518 -4.5828
O 5.6256 4.9691 17.6095 0.6152 1.1811 -2.5713
O 0.8138 13.4573 17.6577 2.977 -0.3417 -0.187
O 5.6186 9.0562 14.7501 0.2885 0.9771 -1.5953
O 6.6771 3.5966 13.0128 -0.223 -0.2206 -0.8791

Results
free energy: -37572.345 eV
free energy less fixed offsets of N -289.75, O -463.61, Si -117.95 eV per atom: 44.305 eV
pressure: -0.97 GPa
stress xx, yy, zz, yz, xz, xy (GPa, positive in tension): 2.23, -0.93, 1.61, -0.74, 0.07, -3.77
